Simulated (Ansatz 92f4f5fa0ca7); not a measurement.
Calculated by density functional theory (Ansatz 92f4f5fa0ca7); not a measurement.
Periodic cell of 226 atoms, Si133O92P1, from a study of silicon, its oxide and their interface. The atomic structure is a simulated model.
Doubt: the cutoff is far below the 930 eV that the study's wrapper takes by default for these files, so forces and energies are approximate.
This geometry differs little from another in the collection (a relaxation step or a small displacement).

Settings
functional: PBE
potential files: Ansatz PAW
basis: plane waves
wave-function cutoff: 580 eV
density cutoff ratio: 5
exchange-correlation grid ratio: 1
k mesh: 1 x 1 x 1, Gamma-centred
self-consistency stop: 5e-08 eV per atom in the density residual
occupations: fixed
spin: none
net charge: +1 e, with a uniform compensating background and no finite-size correction

Cell vectors (angstrom)
a	10.938	0	0
b	0	10.938	0
c	0	0	31.9494

Atoms: element, x, y, z (angstrom)
Si	10.6211	0.0003	24.3892
Si	5.0676	0.1223	24.6536
Si	2.8311	2.2728	24.514
Si	8.5586	2.4403	24.5396
Si	10.7023	5.5806	24.3261
Si	5.1616	5.6115	24.4273
Si	2.9855	7.9574	24.3809
Si	8.4219	7.8217	24.4072
Si	1.286	1.1146	25.8406
Si	6.8095	1.3268	25.7269
Si	3.989	4.0003	25.7131
Si	9.6857	4.018	25.8404
Si	1.3466	6.8023	25.6728
Si	6.8038	6.7216	25.7439
Si	3.9832	9.4566	25.9605
Si	9.4938	9.4499	25.8069
Si	2.6255	-0.1469	27.2969
Si	8.1326	-0.0636	27.1409
Si	0.0833	2.657	27.2049
Si	5.4464	2.7133	27.0992
Si	2.6693	5.4075	27.1
Si	8.2025	5.3763	27.1196
Si	0.0164	8.1598	27.1411
Si	5.5161	8.145	27.1769
Si	4.0823	1.3204	28.5164
Si	9.5539	1.3136	28.4934
Si	1.3903	4.0671	28.5632
Si	6.8101	4.0613	28.5132
Si	4.0772	6.7837	28.4755
Si	9.5629	6.7839	28.5075
P	1.2965	9.4852	28.6229
Si	6.8258	9.5393	28.5625
Si	-0.0323	-0.0304	29.9317
Si	5.459	-0.0112	29.9037
Si	2.7773	2.72	29.9053
Si	8.1917	2.6994	29.8777
Si	-0.0159	5.4301	29.8976
Si	5.4563	5.4514	29.8897
Si	2.7268	8.1515	29.9085
Si	8.2176	8.1714	29.8868
Si	1.3898	1.3687	31.2554
Si	6.8269	1.3716	31.2642
Si	4.1241	4.0877	31.2811
Si	9.5428	4.0796	31.2579
Si	1.3369	6.8168	31.2729
Si	6.828	6.8375	31.25
Si	4.0814	9.5776	31.264
Si	9.5619	9.5249	31.2893
Si	2.7427	0.019	0.6986
Si	8.2127	0.0213	0.6662
Si	0.0041	2.7446	0.6755
Si	5.4907	2.7489	0.7154
Si	2.7484	5.4718	0.6716
Si	8.2062	5.4903	0.6741
Si	0.0163	8.2085	0.7266
Si	5.4743	8.2182	0.682
Si	4.1096	1.3915	2.0771
Si	9.6036	1.3615	2.041
Si	1.3576	4.147	2.0491
Si	6.8437	4.1587	2.0564
Si	4.0968	6.8559	2.0399
Si	9.5753	6.8411	2.0765
Si	1.373	9.6191	2.0763
Si	6.8367	9.6292	2.0402
Si	0.0256	0.0442	3.4798
Si	5.4914	0.0452	3.4538
Si	2.7195	2.779	3.404
Si	8.2586	2.7867	3.3486
Si	0.0266	5.5151	3.4757
Si	5.4745	5.5323	3.431
Si	2.746	8.2412	3.4046
Si	8.2357	8.2851	3.388
Si	1.378	1.4667	4.8489
Si	6.914	1.4845	4.729
Si	4.0607	4.1598	4.7577
Si	9.6041	4.082	4.7867
Si	1.3712	6.9759	4.8442
Si	6.836	6.998	4.7342
Si	4.103	9.575	4.7914
Si	9.6162	9.5845	4.8424
Si	2.7607	0.0405	6.129
Si	8.294	0.1293	6.0914
Si	0.0179	2.8056	6.3116
Si	5.5145	2.8446	6.0665
Si	2.7568	5.5958	6.1382
Si	8.2563	5.6046	5.9524
Si	0.0469	8.311	6.3663
Si	5.5017	8.308	6.2284
Si	4.4233	1.188	7.3289
Si	9.8115	1.156	7.6267
Si	1.1788	4.5138	7.5139
Si	6.6427	4.5488	7.2497
Si	4.326	6.709	7.5479
Si	9.7279	6.6218	7.5037
Si	1.2837	9.9485	7.7041
Si	6.722	9.9759	7.4201
O	9.5782	1.2379	23.9774
O	4.101	6.8031	23.9514
O	4.0322	1.2448	23.9873
O	9.5277	6.6846	23.8901
O	-0.0211	5.5627	8.0139
O	5.5709	0.1366	7.9134
O	0.0765	0.0972	8.14
O	5.5407	5.6216	7.8821
O	7.6102	3.9603	8.4215
O	8.7243	7.0578	8.7534
O	2.1858	9.4626	9.0261
O	8.8966	1.6806	8.9208
O	7.628	9.4862	8.7051
O	3.5907	1.8298	8.5811
O	3.5787	7.2244	8.9412
O	2.0645	4.0227	8.8175
O	8.1341	3.5029	23.3548
O	0.4721	4.9407	22.9638
O	1.854	2.7177	23.2746
O	5.8372	4.9304	23.0973
O	5.5219	9.9297	23.5501
O	2.4449	8.6999	23.0165
O	0.1872	10.0564	23.0821
O	7.8143	8.5981	23.0864
Si	8.6603	7.7069	18.4329
Si	8.7849	6.3564	13.6335
Si	3.7931	1.5396	14.7365
Si	2.1378	5.7529	17.6283
Si	2.4244	3.1487	19.4957
Si	9.8156	9.0306	12.0867
Si	1.3307	9.4222	22.0559
Si	9.1732	0.967	13.1979
Si	1.4266	5.0556	13.0293
Si	1.7961	8.2557	12.82
Si	6.6463	9.5498	22.4371
Si	4.5244	4.6007	15.7072
Si	8.214	3.0252	9.5874
Si	0.8423	8.2526	19.2486
Si	6.9366	1.3557	21.0937
Si	8.2309	8.3229	9.6802
Si	10.8902	5.2049	15.6086
Si	7.5666	9.5063	16.3153
Si	9.9244	2.0623	20.2958
Si	3.2193	8.5157	9.9189
Si	6.698	3.3467	17.4008
Si	1.1663	0.2201	19.798
Si	3.236	2.8143	12.3005
Si	7.2258	5.3987	19.6672
Si	5.7492	8.6728	11.5482
Si	5.7846	6.0744	13.2026
Si	4.6316	9.7072	17.6252
Si	1.019	3.5922	22.1732
Si	4.898	1.4837	18.796
Si	3.1951	3.0874	9.5225
Si	6.4509	10.8262	13.7902
Si	10.3496	0.1179	15.9722
Si	5.6625	3.6582	11.1568
Si	9.8453	3.8998	11.9076
Si	2.3427	9.9234	15.5473
Si	6.0808	8.1231	19.7991
Si	6.938	3.9841	22.3502
Si	9.7536	2.7754	17.3602
O	7.1946	6.3767	13.9764
O	1.8862	7.0704	18.6732
O	10.2964	4.0349	16.5296
O	6.1633	9.9607	17.0562
O	10.1461	0.7098	14.4718
O	8.4522	6.1228	18.8455
O	5.1713	0.6897	14.4347
O	5.7229	2.0522	17.5212
O	8.3443	1.9314	20.5717
O	1.9896	4.314	18.4273
O	6.9671	2.8075	10.6366
O	4.8718	2.7044	12.2158
O	6.027	4.3946	16.3469
O	4.5665	3.917	9.9336
O	10.6767	2.7935	21.5556
O	9.7217	6.158	14.9698
O	6.0128	6.4869	19.8326
O	4.0778	0.1734	18.2815
O	9.2569	10.5512	12.2797
O	2.8578	4.3572	12.7084
O	1.9113	10.7124	21.2113
O	3.999	2.7252	19.3812
O	0.7287	10.0415	15.964
O	1.2771	9.8137	18.8368
O	1.7098	1.6757	19.2748
O	8.9382	10.395	16.5008
O	4.8739	8.593	18.8048
O	9.5794	8.7535	10.4899
O	6.7577	4.0841	18.8523
O	2.8407	1.719	13.4086
O	5.8401	8.7589	21.2779
O	2.5429	2.4478	10.8747
O	7.6305	4.8582	21.1607
O	5.2109	7.4812	12.5549
O	0.4322	9.0672	12.5084
O	7.5812	1.0634	13.5758
O	7.1072	9.6401	14.7448
O	8.9768	5.0283	12.6982
O	8.0893	8.0425	16.9095
O	6.2032	2.5921	21.8926
O	2.4618	9.0675	14.1125
O	0.4274	4.4914	11.8675
O	0.816	8.3178	20.9278
O	9.3932	3.8344	10.3477
O	9.6582	2.3857	12.5291
O	7.6242	8.5668	19.3953
O	2.5497	8.1779	11.3654
O	3.9762	3.0586	15.379
O	0.8401	4.492	14.4423
O	10.0353	2.9982	18.9583
O	9.1426	7.8028	12.947
O	10.5154	0.5443	20.0873
O	6.0288	5.0428	11.9361
O	8.1552	2.7439	17.0024
O	3.532	5.4761	16.7317
O	4.6708	9.1323	10.3827
O	1.5409	6.6762	13.1826
O	4.7573	5.4941	14.3455
O	2.0689	3.837	20.9475
O	10.5525	1.4084	16.9564
O	0.9443	6.0728	16.56
O	7.294	10.9707	21.977
O	5.9288	0.9086	19.9182
O	6.0662	10.0322	12.4057
O	2.8479	0.5449	15.6064
O	7.0548	8.0194	10.7772
O	10.2455	8.0284	18.682
O	3.4421	9.1961	16.5843

Results
free energy: -137633.943 eV
free energy less fixed offsets of O -568.88, P -755.39, Si -635.61 eV per atom: -5.463 eV

Forces (eV/angstrom), in the order of the atoms: element, x, y, z
Si	-0.0023	0.0155	0.2284
Si	0.0257	-0.0062	0.0572
Si	0.0123	0.0442	0.1001
Si	0.0474	-0.0418	0.1429
Si	0.0171	0.0545	0.1304
Si	-0.0456	0.0433	0.1803
Si	0.001	-0.0348	0.2326
Si	0.0385	0.0044	0.1774
Si	-0.0248	0.018	-0.0461
Si	0.0227	-0.0235	-0.0286
Si	-0.0348	0.0496	-0.0322
Si	0.0139	-0.0684	-0.0187
Si	0.0143	-0.0314	-0.047
Si	-0.041	0.0151	-0.0477
Si	0.0467	-0.028	-0.0566
Si	-0.049	0.0312	-0.0466
Si	0.0104	0.0161	-0.0759
Si	0.0475	-0.0059	-0.0188
Si	0.006	0.006	-0.0275
Si	-0.0298	-0.0238	0.0098
Si	0.0187	0.0167	-0.0124
Si	0.0162	0.0275	0.0246
Si	-0.0236	-0.0272	-0.0191
Si	0.0049	0.011	-0.0083
Si	0.0285	0.0237	-0.0161
Si	-0.0178	-0.0357	-0.053
Si	0.0274	-0.0186	0.0152
Si	0.0083	-0.0075	0.0021
Si	-0.0144	-0.0349	-0.0571
Si	0.0127	-0.0195	-0.0412
P	-0.0085	-0.0435	0.0598
Si	-0.01	-0.0151	0.0205
Si	0.0024	0.0249	0.0019
Si	0.0083	-0.0279	-0.0191
Si	-0.0346	0.0354	-0.0198
Si	-0.0045	0.0075	-0.0182
Si	0.0012	-0.0001	-0.0196
Si	-0.0129	0.0156	-0.0145
Si	0.0022	0.0183	0.0066
Si	-0.0224	0.0387	-0.0098
Si	0	-0.0071	0.0024
Si	0.0047	-0.0102	0.0108
Si	-0.0098	-0.0189	0.0009
Si	0.0094	0.012	0.0064
Si	-0.0004	-0.016	0.0141
Si	0.0139	0.0001	0.0025
Si	0.0018	-0.0019	0.0015
Si	-0.0165	-0.0146	0.0119
Si	-0.0232	-0.0112	-0.0047
Si	0.0022	-0.0065	0.0024
Si	0.0056	-0.0104	-0.0035
Si	-0.0064	0.0111	-0.0106
Si	-0.0053	0.0115	0.0004
Si	0.0012	0.0042	-0.0043
Si	0.0047	0.0152	-0.0075
Si	-0.017	0.0098	-0.0113
Si	0.0019	-0.0061	-0.018
Si	-0.0259	0.0113	0.0126
Si	0.0228	-0.0158	-0.0097
Si	0.0338	-0.0253	0.0086
Si	-0.0049	-0.0105	0.0112
Si	-0.0164	-0.0098	-0.0126
Si	0.0323	-0.0014	0.0083
Si	0.0445	-0.0157	-0.0096
Si	0.0112	0.0124	0.0197
Si	-0.0062	-0.0116	0.0338
Si	-0.0477	0.0129	-0.0078
Si	0.0354	0.0163	-0.0708
Si	0.0374	0.0164	0.0414
Si	-0.0246	0.0305	0.0048
Si	-0.0199	0.0083	-0.0295
Si	0.0133	0.0867	-0.0265
Si	-0.0174	-0.0054	-0.0232
Si	-0.0228	-0.024	0.0138
Si	0.011	0.0125	0.0077
Si	-0.0086	0.0026	-0.0035
Si	-0.0373	-0.0071	-0.0216
Si	-0.0113	-0.0393	0.017
Si	0.0057	0.0296	-0.0014
Si	-0.0059	-0.0237	-0.022
Si	0.016	-0.0026	0.0524
Si	-0.0031	-0.0122	0.0403
Si	0.0194	0.0152	0.0359
Si	-0.0118	-0.0053	0.0491
Si	0.0016	-0.0031	0.0455
Si	-0.017	-0.0049	0.0449
Si	0.0159	0.0208	0.0405
Si	0.0035	0.012	0.0488
Si	-0.0043	-0.0002	-0.078
Si	0.0339	-0.017	-0.0489
Si	-0.0227	0.0057	-0.0902
Si	0.014	0.0209	-0.0666
Si	0.004	-0.0056	-0.0781
Si	0.0158	0.0023	-0.0563
Si	-0.0262	-0.0057	-0.1229
Si	-0.0207	0.0154	-0.0749
O	-0.0063	0.0132	-0.0537
O	0.0103	-0.0084	-0.0662
O	-0.0535	-0.057	0.0435
O	0.0057	0.0152	-0.0181
O	-0.0028	-0.0238	-0.0055
O	0.0117	-0.0125	-0.0098
O	-0.0205	0.0117	-0.0033
O	-0.0041	-0.0104	-0.0162
O	0.0393	-0.0458	0.0468
O	-0.0459	0.0469	0.0425
O	0.0717	-0.0477	0.079
O	-0.0485	0.0474	0.0368
O	0.0368	-0.0431	0.0487
O	-0.0273	0.0504	0.0446
O	-0.0256	0.0412	0.0477
O	0.0644	-0.0383	0.0548
O	-0.0498	0.0433	-0.0743
O	0.052	-0.0833	-0.0797
O	-0.0288	0.0166	-0.0621
O	0.0652	-0.0664	-0.0881
O	0.0129	0.0227	-0.0117
O	-0.0601	0.0664	-0.1295
O	0.0561	-0.0541	-0.1212
O	-0.0813	0.0791	-0.0955
Si	0	-0.0016	-0.039
Si	-0.0037	0.0047	0.0219
Si	-0.0021	-0.0012	0.0026
Si	-0.0081	-0.0069	-0.0322
Si	-0.0161	0.0062	-0.0356
Si	0.0013	-0.0012	0.0202
Si	0.0075	0.0013	0.069
Si	0.0008	0.0024	0.021
Si	0.0027	0.0024	0.0325
Si	0.0048	0.0014	0.0112
Si	0.0197	-0.0214	0.0561
Si	0.0029	0.0088	-0.009
Si	0.0059	-0.0233	-0.0188
Si	-0.0015	0.013	-0.0203
Si	0.0073	0.0014	-0.031
Si	0.0103	-0.0129	-0.0246
Si	-0.0038	0.0034	-0.0109
Si	-0.0027	-0.0079	-0.0145
Si	-0.0033	-0.0021	-0.0337
Si	-0.0362	0.0061	-0.0412
Si	-0.0012	0.0058	-0.0227
Si	0.0037	-0.0067	-0.041
Si	-0.0024	-0.0072	0.0214
Si	0.006	-0.0106	-0.0307
Si	0.0007	-0.0022	0.0227
Si	0.0039	0.0025	0.0193
Si	-0.0016	-0.0058	-0.0264
Si	-0.0012	0.0333	0.071
Si	0.0066	-0.0017	-0.0351
Si	-0.0298	-0.0144	-0.0274
Si	0.0014	-0.0036	0.0082
Si	0.0051	0.0055	-0.0169
Si	0.0081	-0.0112	0.0328
Si	-0.0122	-0.0039	0.0231
Si	-0.0022	-0.0074	-0.0145
Si	0.0032	0.0076	-0.0456
Si	-0.0099	0.0212	0.0402
Si	0.0021	0.0031	-0.0179
O	0.0032	-0.0003	-0.0105
O	0.0058	-0.0119	0.0199
O	-0.0002	-0.0024	0.01
O	0.0044	-0.0031	0.008
O	0.0057	-0.0044	0.0032
O	0.0013	0.0037	0.0249
O	-0.0041	0.0041	-0.0044
O	0.0053	0.0018	0.012
O	0.0085	-0.0026	0.0312
O	0.006	0.0139	0.0132
O	-0.0271	0.008	-0.0081
O	-0.0085	-0.0015	-0.0148
O	0.0028	-0.0011	0.005
O	0.0207	0.0085	-0.0085
O	-0.0202	-0.0203	-0.0022
O	0.0099	-0.0054	0.0025
O	-0.0001	0.0011	0.03
O	0.0016	-0.0019	0.0208
O	-0.0013	0.0122	-0.0165
O	-0.0057	0.0079	-0.0222
O	0.0009	0.02	-0.0063
O	0.0076	-0.005	0.0287
O	-0.0006	0.0011	0.0034
O	-0.0004	-0.0029	0.0148
O	0.004	0.0009	0.027
O	-0.0004	-0.0032	0.0086
O	-0.0045	0.0026	0.0168
O	0.0153	0.0084	0.005
O	-0.0019	-0.0096	0.0136
O	0.0022	-0.0057	-0.0042
O	-0.0139	-0.024	-0.0174
O	-0.0006	-0.0038	0.0162
O	0.0097	0.023	-0.02
O	0.0012	-0.0113	-0.0113
O	0.0033	-0.0011	-0.0179
O	-0.0033	-0.0027	-0.0141
O	0.0036	-0.0021	0.0041
O	-0.0011	0.012	-0.0097
O	-0.0037	0.0088	0.0045
O	0.0051	-0.0328	0.0026
O	0.0025	0.0098	0.0041
O	0.0095	0.0038	-0.0226
O	-0.0117	-0.025	-0.0248
O	0.0224	0.0161	0.0023
O	0.0006	-0.0126	-0.0151
O	0.0061	-0.0037	0.029
O	-0.0234	-0.0051	0.033
O	0.001	0.0034	0.0002
O	-0.0046	-0.0022	0.001
O	-0.0005	0.0059	0.0051
O	-0.0013	-0.011	-0.0106
O	0.0027	-0.0021	0.027
O	-0.0004	0.0176	-0.0116
O	-0.003	-0.0003	0.0108
O	0.0003	0.0012	0.0116
O	0.0269	0.0034	-0.0074
O	-0.0036	-0.0071	-0.0194
O	-0.0047	-0.0091	0.0021
O	0.0273	-0.0055	-0.0206
O	-0.0002	-0.0031	0.0106
O	0.0031	0	0.013
O	-0.0105	0.0199	0.0142
O	-0.0226	-0.0038	0.0082
O	0.0067	0.0187	-0.0049
O	-0.0007	0.0013	0.0035
O	-0.0282	0.0011	-0.0032
O	-0.0056	-0.004	0.0223
O	0.0049	0.0006	0.007

The program warned: the cutoff lies below the one the program advises for these potential files; the exchange-correlation potential is rough where the density is thin.
